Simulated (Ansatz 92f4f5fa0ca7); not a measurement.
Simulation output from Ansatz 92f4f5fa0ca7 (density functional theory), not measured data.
Periodic cell of 208 atoms, Si128O80, from a study of silicon, its oxide and their interface. The atomic structure is a simulated model.
This geometry differs little from another in the collection (a relaxation step or a small displacement).

Settings: functional r2SCAN; potential files Ansatz PAW; basis plane waves; wave-function cutoff 800 eV; density cutoff ratio 5; exchange-correlation grid ratio 1; k mesh 1 x 1 x 1, shifted by 0.5 0.5 0 of a step; self-consistency stop 1e-10 eV per atom in the density residual; occupations fixed; spin none; net charge 0.

Cell vectors (angstrom)
a	10.88	0	0
b	0	10.88	0
c	4.2414	-0.728	30.927

Atoms and the computed forces on them: element, x, y, z (angstrom), force x, y, z (eV/angstrom)
Si	1.1055	-1.1117	0.0779	-0.008	0.0037	0.1519
Si	3.7629	1.5919	0.1523	0.0165	0.0015	0.1311
Si	1.6357	3.8426	0.0567	-0.0013	-0.0142	0.159
Si	4.3371	-4.3859	0.0028	0.0082	0.0122	0.1594
Si	-3.8189	-1.6133	0.0552	0.0016	-0.0028	0.1536
Si	-1.0661	1.1059	0.0784	-0.0034	0.0147	0.1311
Si	6.5607	4.2901	-0.0638	-0.0078	0.0026	0.176
Si	-1.6017	-3.7881	0.1079	-0.0044	-0.006	0.1401
Si	2.6377	0.0231	1.4502	0.0207	0.023	0.024
Si	5.4304	2.7467	1.3269	-0.0278	-0.0041	0.0082
Si	2.7746	-5.4759	1.3749	0.0077	-0.0041	0.0107
Si	5.4563	-2.7704	1.3242	0.0143	-0.0041	0.0152
Si	-2.6809	-0.025	1.3598	0.0126	-0.0067	0.0116
Si	0.0513	2.6996	1.3812	-0.0053	-0.0057	0.0227
Si	8.1175	5.4406	1.3101	0.0025	0.0245	0.0174
Si	-0.0263	-2.6689	1.4146	-0.0273	-0.0109	0.006
Si	1.335	1.3714	2.8396	0.0203	-0.0021	0.0406
Si	4.1083	4.069	2.7708	-0.0035	-0.003	0.0601
Si	1.3745	-4.0818	2.6747	-0.0066	0.0014	0.0138
Si	4.0809	-1.381	2.6681	-0.0114	0.022	0.0245
Si	6.8046	1.3637	2.6562	-0.007	-0.0083	0.0068
Si	9.5114	4.0829	2.6548	0.0079	-0.0045	0.0245
Si	6.7915	6.7776	2.7456	0.0008	-0.0011	0.0368
Si	-1.3636	-1.3405	2.8031	-0.0055	-0.0173	0.0673
Si	-0.0209	0.007	4.1649	-0.0061	0.0108	-0.0165
Si	2.7411	2.7234	4.1314	-0.0012	-0.0057	-0.0138
Si	-0.0018	-5.4391	4.0346	0.0116	-0.0061	-0.0127
Si	2.7236	-2.7249	4.0543	-0.0084	0.0018	-0.0225
Si	5.4434	-0.0042	4.0286	0.0016	-0.003	-0.01
Si	8.1572	2.7227	4.0387	-0.0068	0.0048	-0.0135
Si	5.4451	5.4355	4.1217	-0.0061	-0.0045	-0.0269
Si	8.1533	-2.7347	4.1041	0.0017	0.006	-0.0215
Si	1.3608	-1.3609	10.8487	-0.0069	-0.0167	0.0032
Si	4.0647	1.3543	10.8312	0.0143	-0.004	0.0087
Si	1.3365	4.0636	10.9066	0.0011	-0.001	0.0222
Si	4.0824	-4.0762	10.8878	-0.0069	-0.0122	0.0096
Si	6.8091	-1.356	10.8954	-0.0093	0.0047	0.0179
Si	-1.3507	1.3789	10.9137	0.0034	-0.0019	0.0209
Si	6.8366	4.0951	10.872	-0.0115	-0.0151	0.0163
Si	-1.3802	-4.0972	10.8615	0.0082	0.0185	0.0103
Si	2.6865	0.031	12.1983	0.0032	-0.0092	-0.0743
Si	5.4633	2.6934	12.1502	-0.0133	0.0117	-0.0649
Si	2.6983	5.4437	12.2298	0.0258	0.0037	-0.0183
Si	5.4491	-2.719	12.2494	-0.0132	0.0121	-0.0333
Si	-2.7102	0.0128	12.2615	-0.0035	-0.0148	-0.0167
Si	-0.016	2.7292	12.3277	-0.005	0.0067	-0.0143
Si	8.1875	5.4385	12.2841	0.0049	-0.0147	-0.0702
Si	0.0014	-2.7466	12.1767	-0.0123	0.0135	-0.0639
Si	1.3243	1.3292	13.6526	0.0277	-0.0084	0.0288
Si	4.0692	4.0261	13.474	0.0217	0.007	-0.0201
Si	1.34	-4.0827	13.5907	0.0276	0.015	-0.0235
Si	4.0795	-1.3109	13.5271	-0.0033	-0.0019	0.0046
Si	-4.0561	1.4048	13.5947	-0.0111	0.0097	-0.0001
Si	-1.3108	4.1201	13.7425	-0.026	-0.0021	0.0249
Si	6.7805	-4.0847	13.6234	0.0108	-0.0025	0.0061
Si	-1.3331	-1.3847	13.5472	-0.002	-0.0124	-0.0052
Si	0.2141	-0.3207	14.9455	0.0222	0.0227	-0.1561
Si	2.9686	2.491	14.8468	-0.021	-0.0487	-0.1263
Si	-0.1641	-5.1357	15.0887	-0.0324	-0.0235	-0.1643
Si	2.4918	-2.4555	14.7852	-0.0029	0.0015	-0.1371
Si	5.1947	0.279	14.8292	-0.0233	0.0245	-0.17
Si	-2.9946	3.024	14.9597	0.0191	-0.0013	-0.1741
Si	5.584	5.1523	14.8113	0.0578	0.0093	-0.1417
Si	-2.4491	-2.9523	14.8537	-0.0029	-0.0545	-0.1464
Si	2.5627	-3.6737	19.2925	0.0003	-0.0072	-0.0938
Si	7.2649	-3.9666	20.039	-0.0229	0.0003	-0.0563
Si	1.9407	3.8954	-7.1301	0.0177	0.021	0.0085
Si	3.7259	0.9365	19.5441	-0.023	-0.0219	-0.073
Si	8.0538	2.1668	17.9451	0.045	-0.0016	-0.1448
Si	4.6253	-1.4094	-6.6788	0.0137	-0.0053	-0.0108
Si	-1.2722	-1.4756	-4.7079	0.0031	0.0149	0.022
Si	1.4346	-1.0388	19.8018	0.0209	0.0267	-0.0448
Si	4.4049	3.7161	-5.7107	0.0131	-0.0073	0.0134
Si	2.1143	2.7835	17.7872	-0.005	-0.0029	-0.0951
Si	-0.1732	5.3049	-2.0576	-0.0225	-0.017	0.1317
Si	4.2855	-3.929	16.8946	-0.01	-0.0087	-0.1229
Si	5.3303	-4.3868	-6.2074	0.0033	-0.0041	-0.0083
Si	0.5847	5.2702	18.2003	0.0116	-0.0312	-0.1398
Si	-1.9935	4.3619	19.8097	0.0174	-0.0253	-0.1214
Si	-2.6893	-3.518	-6.3611	-0.0055	0.0574	0.0267
Si	7.3813	-1.2742	-8.2209	0.0093	0.0019	-0.054
Si	6.6927	-1.8977	22.0623	0.0081	-0.0237	-0.034
Si	2.9338	-2.5362	-2.1129	0.0149	0.0276	0.1299
Si	5.9392	0.0097	17.8085	-0.0241	-0.0004	-0.1285
Si	5.2832	0.7041	22.0814	-0.0267	-0.0009	-0.0391
Si	7.0185	-2.5313	17.5236	-0.033	0.0163	-0.1439
Si	-1.1585	0.3002	-6.9385	-0.0105	-0.0041	0.0682
Si	5.4921	0.9454	-4.8241	0.0637	-0.0328	0.0783
Si	-2.338	3.0101	-2.131	0.013	0.0119	0.1657
Si	4.5018	4.6811	-8.2998	-0.0166	0.0157	-0.0305
Si	5.109	-0.3152	-2.019	-0.0178	-0.0214	0.141
Si	0.1342	-4.6801	-6.7813	0.0124	0.024	0.0233
Si	-2.4558	1.1907	-4.6503	-0.0094	-0.0092	0.0702
Si	-0.25	0.6169	17.866	0.016	0.0051	-0.1182
Si	0.8521	-3.5167	-4.1061	-0.002	-0.0069	0.0962
Si	4.6566	-3.9422	21.4199	0.0082	-0.0093	-0.0548
Si	1.3727	-1.3759	5.4524	-0.0014	0.0155	0.0185
Si	4.1035	1.3405	5.4451	-0.0093	0.0065	0.0141
Si	1.3542	-6.782	5.433	0.0031	-0.0188	0.0106
Si	4.068	-4.0749	5.4386	0.0096	-0.0018	0.0156
Si	6.7884	-1.353	5.4247	-0.0045	-0.0079	0.0089
Si	9.4881	1.3821	5.4571	0.0127	-0.0132	0.0155
Si	6.815	4.0669	5.4451	-0.0056	0.0107	0.0146
Si	-1.3462	-4.0915	5.4375	-0.0159	0.0097	0.0127
Si	2.7317	-0.0091	6.8053	-0.0007	-0.0025	0.014
Si	5.4527	2.7096	6.8116	-0.0057	-0.0068	0.0166
Si	2.7108	-5.4286	6.8021	0.0071	0.0006	0.0178
Si	5.4344	-2.7154	6.7827	-0.0104	-0.0077	0.0165
Si	8.1388	0.0049	6.8017	0.0042	-0.0008	0.0227
Si	-0.0042	2.7324	6.789	-0.006	-0.007	0.0204
Si	-2.7081	-5.4474	6.8024	-0.0085	-0.006	0.0163
Si	0.0065	-2.731	6.8126	-0.001	0.0054	0.0148
Si	1.3548	1.366	8.1449	0.0106	-0.0069	-0.0024
Si	4.0805	4.0897	8.1559	-0.0054	-0.0146	-0.0136
Si	1.3584	-4.0906	8.1814	-0.0046	0.0072	-0.0183
Si	4.0889	-1.3733	8.1556	-0.0056	0.006	-0.009
Si	6.8023	1.355	8.184	-0.0159	0.005	-0.0176
Si	-1.352	4.0735	8.1605	-0.0055	0.0128	-0.0086
Si	6.7965	-4.0713	8.1447	0.0053	0.0053	-0.0107
Si	9.5144	-1.3508	8.1552	0.0028	-0.0015	-0.0117
Si	-0.0068	0.0157	9.5201	0.0014	-0.006	-0.0219
Si	2.7045	2.7342	9.5085	0.0136	-0.0046	-0.0205
Si	-0.0083	-5.4583	9.531	0.005	0.0085	-0.0176
Si	2.731	-2.7226	9.5161	-0.0082	0.0075	-0.0139
Si	5.438	-0.0198	9.5199	-0.0107	0.0056	-0.0143
Si	8.1785	2.7194	9.5268	-0.0162	-0.0125	-0.0186
Si	5.4505	5.4485	9.522	0.0022	0.0024	-0.0215
Si	8.1541	-2.7156	9.5144	-0.0047	-0.0071	-0.0238
O	0.8087	-1.7594	21.1072	-0.0189	-0.0379	0.047
O	1.3874	-1.3892	15.3521	0.0082	0.0056	0.0726
O	-2.7044	-2.7071	-0.4541	-0.0047	-0.0068	-0.0593
O	4.7659	-5.2578	16.133	-0.0412	-0.015	0.0872
O	5.4463	5.4037	-0.5395	0.0051	0.0015	-0.0491
O	-2.4504	2.517	16.4062	0.0161	-0.0039	0.1113
O	-1.7093	1.8448	-1.2138	-0.0301	0.0143	-0.0997
O	2.7132	2.708	-0.4459	0.0014	0.0019	-0.0418
O	-1.4263	1.5105	-5.8728	0.0105	0.0067	-0.029
O	0.4164	-4.2551	-8.2988	0.0009	-0.0047	0.0175
O	4.7574	5.2657	-5.2724	-0.0061	0.0025	0.0171
O	0.0175	-0.0052	-0.4649	-0.0049	0.0059	-0.0585
O	3.5828	-3.7759	-1.3038	-0.0403	0.0144	-0.0946
O	0.2274	-0.5735	18.8377	-0.0026	-0.0287	0.0223
O	5.71	-4.363	20.2595	-0.0162	-0.0172	0.0054
O	2.3929	0.2291	20.1362	-0.0069	0.0057	0.024
O	-0.4941	0.1155	16.344	-0.0422	-0.0066	0.086
O	-0.8118	-4.3921	-1.1714	0.0486	-0.0085	-0.0718
O	6.9999	0.9633	-5.375	-0.0012	-0.0058	-0.0355
O	0.3631	-4.8955	-3.4104	0.0003	-0.0012	-0.0773
O	-1.912	-0.1886	-3.9433	0.0137	0.0027	-0.0099
O	4.0954	-1.4826	-2.4612	-0.0069	-0.0121	-0.0699
O	0.5882	4.6569	-6.7113	-0.0146	-0.0069	-0.0015
O	6.9114	-1.1555	18.3583	0.0258	-0.0094	0.07
O	4.7639	-2.8743	-5.9504	-0.006	0.0047	0.0226
O	2.2709	-3.0734	-3.4778	-0.0033	-0.0104	-0.0833
O	1.7983	-1.819	-1.211	0.0235	-0.0389	-0.0952
O	5.7722	-0.2877	16.2292	0.0271	-0.0379	0.1065
O	4.5341	-0.0841	18.5823	-0.0369	-0.0114	0.0576
O	-2.6346	2.3692	-3.5744	-0.0186	-0.0217	-0.0946
O	-2.5748	-0.1322	-7.5695	-0.0167	0.0187	0.0104
O	7.9401	-2.2749	16.2401	-0.0043	0.0281	0.091
O	-1.4338	-4.5179	-6.4649	-0.0018	-0.0502	-0.0179
O	7.9565	-2.7266	-7.7624	0.0115	-0.0123	-0.0167
O	4.0785	1.3781	15.2838	-0.0009	-0.0055	0.068
O	7.9149	3.4593	18.8948	-0.0211	0.0391	0.0566
O	5.0396	-4.7612	-7.766	0.0108	0.0147	-0.0044
O	-0.2054	-2.3091	-3.833	-0.0115	0.0142	-0.0118
O	3.1716	-3.8686	20.783	0.0017	-0.0106	0.0607
O	4.6326	-0.162	-5.634	-0.0261	-0.0045	-0.0165
O	3.6335	-4.341	18.2927	-0.0059	-0.0035	0.0845
O	8.1673	-5.2231	20.4258	-0.0069	0.0146	0.053
O	5.5444	-2.9575	17.0469	0.0146	0.0074	0.0489
O	-1.3577	-4.0603	15.3373	-0.0132	0.0073	0.0751
O	-1.6253	1.2157	18.4591	-0.014	-0.0065	0.0543
O	6.3902	-0.9413	-1.2643	-0.0179	0.0312	-0.0924
O	6.6193	1.4459	18.0222	-0.0162	0.0232	0.0911
O	5.8469	-1.1859	-7.7223	-0.0113	0.0147	-0.0037
O	5.2004	-2.5464	22.0408	-0.0113	0.0174	0.0291
O	3.2039	-1.3411	-7.4486	0.0117	-0.0149	0.0224
O	-1.5708	3.5683	21.1631	0.0114	-0.0139	0.0339
O	1.0334	4.5733	-1.2688	-0.0153	0.0356	-0.0881
O	7.2127	3.5993	-1.4009	0.0239	-0.0381	-0.1075
O	6.7204	4.1068	15.3351	-0.0095	0.0022	0.0757
O	0.8853	1.751	17.8093	0.0004	-0.0004	0.0507
O	7.5876	-2.6723	20.9515	0.0247	0.0351	0.0202
O	2.377	-2.097	19.0254	0.0077	0.0225	0.0179
O	1.1026	-4.3104	19.0034	-0.0155	0.016	0.0446
O	3.1418	-3.1553	16.084	-0.0115	-0.0169	0.0517
O	5.6115	0.4865	-3.2941	0.0168	0.029	-0.0884
O	2.4671	3.1326	16.2505	0.016	0.0287	0.0643
O	-0.5518	-0.9402	-6.0701	0.0155	0.0087	-0.0344
O	2.7891	3.6237	-5.7779	-0.0077	-0.0198	0.0237
O	-1.3027	4.2121	-2.3683	-0.0003	0.002	-0.0714
O	6.4685	-0.3361	21.7105	0.018	0.0152	0.0019
O	4.6927	1.3991	20.749	0.0293	0.0227	0.0501
O	0.9775	-3.8038	-5.6969	0.0188	-0.0008	-0.0365
O	7.6087	-3.6708	18.4887	0.0269	-0.0161	0.0399
O	2.8709	4.7272	-8.1854	-0.0225	0.0181	-0.0047
O	1.6115	2.5018	-7.8227	0.0054	-0.0112	0.0061
O	3.3487	2.2071	18.6335	0.0298	0.0045	0.0101
O	6.9179	-4.4023	-5.9633	0.0162	-0.0091	-0.0008
O	4.9946	3.5513	-7.23	0.0087	0.0006	-0.0077
O	0.4126	-5.4482	16.5883	0.0254	0.0136	0.0991
O	-0.1677	0.682	-8.1115	-0.0146	-0.0168	-0.0073
O	4.9194	2.4674	-4.8369	-0.031	0.0432	-0.0129
O	-0.794	4.7932	18.8491	-0.0339	-0.0029	0.0624
O	4.3638	0.7572	-1.0905	0.0253	-0.0134	-0.0814
O	-2.4785	-2.4566	-5.1551	-0.02	-0.0095	0.0077
O	1.6942	4.1511	18.4926	0.0148	0.0244	0.0621

Results
free energy: -127505.243 eV
free energy less fixed offsets of O -570.45, Si -639.56 eV per atom: -5.563 eV

The program warned: the cutoff lies below the one the program advises for these potential files; the forces do not sum to zero within the program's tolerance; empty levels may hold ghost states of the PAW files; the exchange-correlation potential is rough where the density is thin.
